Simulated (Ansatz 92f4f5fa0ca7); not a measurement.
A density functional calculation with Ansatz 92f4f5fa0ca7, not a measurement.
Periodic cell of 258 atoms, Si166O92, from a study of silicon, its oxide and their interface. The atomic structure is a simulated model.
Doubt: the cutoff is low for norm-conserving oxygen, so forces and energies are approximate.

Settings: functional HSE06; potential files SPMS norm-conserving; basis plane waves; wave-function cutoff 800 eV; density cutoff ratio 4; exchange-correlation grid ratio 1; k mesh 1 x 1 x 1, Gamma-centred; occupations fixed; spin none; net charge 0.

Cell vectors (angstrom)
a, 10.938, 0, 0
b, 0, 10.938, 0
c, 0, 0, 37.7176

Atoms: element, x, y, z (angstrom)
Si, 0, 0, 0.683
Si, 5.469, 0, 0.683
Si, 2.7345, 2.7345, 0.683
Si, 8.2035, 2.7345, 0.683
Si, 0, 5.469, 0.683
Si, 5.469, 5.469, 0.683
Si, 2.7345, 8.2035, 0.683
Si, 8.2035, 8.2035, 0.683
Si, 1.3673, 1.3673, 2.0503
Si, 6.8362, 1.3673, 2.0503
Si, 4.1018, 4.1018, 2.0503
Si, 9.5708, 4.1018, 2.0503
Si, 1.3673, 6.8362, 2.0503
Si, 6.8362, 6.8362, 2.0503
Si, 4.1018, 9.5708, 2.0503
Si, 9.5708, 9.5708, 2.0503
Si, 2.7345, 0, 35.6661
Si, 8.2035, 0, 35.6661
Si, 0, 2.7345, 35.6661
Si, 5.469, 2.7345, 35.6661
Si, 2.7345, 5.469, 35.6661
Si, 8.2035, 5.469, 35.6661
Si, 0, 8.2035, 35.6661
Si, 5.469, 8.2035, 35.6661
Si, 4.1018, 1.3673, 37.0333
Si, 9.5708, 1.3673, 37.0333
Si, 1.3673, 4.1018, 37.0333
Si, 6.8362, 4.1018, 37.0333
Si, 4.1018, 6.8362, 37.0333
Si, 9.5708, 6.8362, 37.0333
Si, 1.3673, 9.5708, 37.0333
Si, 6.8362, 9.5708, 37.0333
Si, 0.013, 0.6407, 27.0685
Si, 5.1747, 0.3347, 27.5198
Si, 2.8977, 2.5399, 27.5998
Si, 8.4647, 2.682, 27.4564
Si, -0.424, 5.7905, 27.5546
Si, 5.2008, 5.7407, 27.5235
Si, 2.9603, 7.9873, 27.5831
Si, 8.1821, 7.9758, 27.4048
Si, 1.3232, 1.4245, 28.8807
Si, 6.8664, 1.4354, 28.753
Si, 4.0657, 4.1564, 28.8292
Si, 9.5128, 4.1748, 28.9341
Si, 1.2989, 6.8539, 28.8142
Si, 6.7327, 6.8556, 28.8795
Si, 4.0927, 9.6184, 28.8536
Si, 9.3892, 9.4674, 28.7739
Si, 2.6402, -0.0321, 30.2032
Si, 8.1531, 0.0186, 30.1516
Si, -0.0168, 2.8018, 30.2415
Si, 5.4778, 2.7813, 30.1624
Si, 2.6489, 5.4657, 30.198
Si, 8.0891, 5.4791, 30.2584
Si, -0.0698, 8.2222, 30.1845
Si, 5.4533, 8.279, 30.2417
Si, 4.0729, 1.373, 31.5031
Si, 9.533, 1.3851, 31.5365
Si, 1.3521, 4.1156, 31.6211
Si, 6.7681, 4.1089, 31.6207
Si, 4.0497, 6.8618, 31.5393
Si, 9.526, 6.8374, 31.5652
Si, 1.2961, 9.5618, 31.5852
Si, 6.8344, 9.6069, 31.5925
Si, -0.0382, 0.0248, 32.9289
Si, 5.4383, 0.0262, 32.9211
Si, 2.7398, 2.7306, 32.9273
Si, 8.1768, 2.7364, 32.9338
Si, -0.0329, 5.4843, 32.9482
Si, 5.4125, 5.5006, 32.9408
Si, 2.696, 8.2108, 32.9311
Si, 8.1936, 8.2205, 32.9411
Si, 1.3644, 1.3663, 34.2923
Si, 6.8237, 1.3659, 34.3007
Si, 4.0915, 4.1003, 34.3055
Si, 9.5565, 4.0935, 34.3017
Si, 1.3576, 6.8352, 34.3065
Si, 6.8264, 6.8398, 34.2958
Si, 4.0892, 9.5692, 34.2894
Si, 9.5675, 9.5757, 34.3047
Si, 2.7467, 0.0157, 3.4182
Si, 8.2065, 0.0079, 3.4103
Si, 0.0219, 2.7501, 3.4326
Si, 5.4847, 2.7383, 3.4152
Si, 2.7447, 5.4597, 3.4086
Si, 8.2294, 5.4849, 3.4183
Si, 0.0093, 8.2075, 3.4109
Si, 5.4716, 8.1903, 3.4054
Si, 4.1454, 1.3556, 4.7943
Si, 9.599, 1.3547, 4.7724
Si, 1.4201, 4.1037, 4.8192
Si, 6.8627, 4.111, 4.7622
Si, 4.1271, 6.7999, 4.7654
Si, 9.641, 6.8083, 4.8011
Si, 1.3625, 9.591, 4.7609
Si, 6.8428, 9.5543, 4.7541
Si, 0.0248, 0.0096, 6.1737
Si, 5.4507, -0.085, 6.16
Si, 2.8157, 2.7354, 6.1776
Si, 8.2294, 2.7327, 6.0959
Si, 0.0914, 5.4764, 6.2343
Si, 5.515, 5.4593, 6.1548
Si, 2.7152, 8.1706, 6.0528
Si, 8.271, 8.2301, 6.0826
Si, 1.4482, 1.354, 7.525
Si, 6.881, 1.3178, 7.4093
Si, 4.1705, 4.1168, 7.5854
Si, 9.6481, 4.0197, 7.4955
Si, 1.4623, 6.9401, 7.6032
Si, 6.9159, 6.8848, 7.4195
Si, 3.999, 9.4575, 7.4918
Si, 9.5942, 9.5563, 7.5321
Si, 2.5859, -0.1903, 8.9307
Si, 8.2922, 0.0694, 8.8605
Si, 0.1301, 2.7244, 8.9183
Si, 5.4426, 2.5138, 8.8243
Si, 2.9095, 5.6031, 8.9572
Si, 8.3891, 5.5795, 8.7024
Si, 0.0639, 8.322, 9.0116
Si, 5.4975, 8.1859, 8.785
Si, 4.2255, 0.9441, 10.0941
Si, 10.0331, 1.0176, 10.217
Si, 1.2846, 4.4409, 10.1584
Si, 7.1643, 4.5022, 10.302
Si, 4.6762, 6.5721, 10.3453
Si, 9.9048, 6.6233, 10.1878
Si, 0.8442, 10.038, 10.5013
Si, 6.5867, 9.8495, 9.9998
O, 9.6971, 1.7296, 26.783
O, 10.2722, 10.1813, 27.5637
O, 0.2528, -2.0273, 24.5627
O, 11.0165, 4.9653, 26.2297
O, 0.1108, 5.5087, 10.6578
O, 5.435, -0.0672, 10.6253
O, 1.2517, -1.4288, 12.064
O, 5.836, 5.4163, 10.6384
O, 6.5595, 3.0283, 9.9575
O, 9.1734, 7.2043, 11.5525
O, 2.4621, 8.2056, 14.2704
O, 9.3793, 1.7231, 11.5761
O, 7.2055, 8.9835, 11.2238
O, 2.1728, 3.9191, 11.4471
O, 4.3881, 7.1279, 11.8904
O, 3.381, 1.505, 11.3929
O, 7.6126, 3.5934, 26.3444
O, 2.2035, 5.0293, 24.7225
O, 1.9922, 3.0394, 26.3205
O, 5.3564, 3.8868, 24.9069
O, 4.0156, 12.3713, 27.0712
O, 4.0756, 6.886, 27.0001
O, 0.9718, 11.1066, 25.7755
O, 9.3725, 6.8702, 26.998
Si, 7.5742, 9.3147, 19.5448
Si, -3.5246, 1.1905, 20.0732
Si, 0.3476, -8.2025, 14.1141
Si, -0.4503, -1.1158, 20.8602
Si, 1.1101, 4.0302, 25.393
Si, 11.2189, 1.8673, 21.1495
Si, 1.5526, 9.6745, 25.1784
Si, 7.9434, -2.933, 12.2595
Si, -1.5955, 8.9217, 14.7382
Si, 8.7344, 4.5145, 17.2404
Si, 6.52, 9.6342, 25.1251
Si, 6.3278, 5.5042, 21.4744
Si, 12.2345, -1.713, 13.6941
Si, 2.2288, 5.9822, 23.4076
Si, 10.7029, -3.0424, 23.3944
Si, 3.3465, 7.319, 18.2063
Si, 8.9449, 7.6631, 17.3288
Si, 5.3437, 3.1819, 23.4387
Si, 5.0002, -2.8648, 20.7547
Si, 5.3029, 6.9292, 13.2589
Si, 7.5236, 0.9918, 23.2671
Si, 3.915, -2.2566, 23.4967
Si, 2.301, -0.1106, 15.9328
Si, 6.2974, 3.7344, 19.0008
Si, 3.7524, 8.4352, 15.2907
Si, 13.2517, 3.0806, 16.2396
Si, 9.4203, 11.8683, 15.8416
Si, -1.1326, 3.1088, 23.4234
Si, 8.3146, 5.9624, 23.6217
Si, 2.8347, 2.7136, 12.3193
Si, 7.5604, 3.023, 15.0552
Si, 10.045, 2.1838, 18.5221
Si, 8.9859, 3.0882, 12.3912
Si, 15.605, 4.0155, 14.4557
Si, 3.4116, 4.1776, 18.7427
Si, 0.7998, 9.0686, 18.1614
Si, 6.4816, 4.6897, 25.7982
Si, 13.7656, 3.436, 21.7649
O, 5.0399, 8.1276, 14.3429
O, 6.0233, 4.1956, 22.3723
O, 7.7767, -2.5343, 18.2036
O, 6.5282, 8.597, 20.5575
O, 14.4355, 3.961, 15.5695
O, 5.0848, 6.5487, 21.3526
O, 10.3351, 1.5229, 14.6334
O, 8.7895, 1.7884, 19.4668
O, 8.7982, 1.871, 23.8158
O, -0.1893, 0.3488, 21.534
O, 8.2887, 4.2477, 11.4793
O, 8.7255, 7.7767, 15.7187
O, 3.284, 16.7214, 18.6901
O, 12.4788, -0.3077, 14.4954
O, 11.7171, -4.2831, 23.1865
O, 8.4405, 9.0238, 13.4095
O, 7.236, 5.8115, 24.848
O, 3.8196, -3.4509, 16.6375
O, 15.1454, 8.9547, 21.895
O, 2.5771, 1.4662, 16.1734
O, 2.1902, 8.752, 26.3576
O, 2.766, -1.194, 24.0459
O, -3.5335, 3.8156, 17.8425
O, 5.3325, 8.8195, 24.3254
O, 1.7215, 2.2505, 21.7745
O, 10.6964, 8.687, 21.9845
O, 4.2797, 8.1272, 19.2871
O, 4.8951, 3.8096, 18.1995
O, 9.11, 4.5559, 23.5665
O, 1.8317, -3.0909, 18.315
O, 8.9975, 9.564, 20.2801
O, 2.259, 3.5141, 17.8031
O, 7.6072, 0.7973, 21.6464
O, 5.9787, 3.3442, 15.1344
O, -0.5873, 3.6526, 13.1262
O, 6.8875, -4.0042, 12.8774
O, 10.1573, 12.0671, 17.2854
O, 3.374, 3.5755, 20.2456
O, 1.3884, -0.7589, 17.125
O, 7.4658, -2.295, 26.0472
O, 4.9627, 5.5398, 14.0156
O, 1.6342, 2.1734, 13.2783
O, 3.3578, 7.1381, 23.6321
O, 10.8444, -2.3713, 14.2279
O, 7.9561, 1.6602, 15.8793
O, 6.1391, 1.7824, 23.5686
O, 4.1409, 3.2136, 13.1412
O, 6.6364, 5.0029, 19.9648
O, -2.4157, 4.2475, 15.6279
O, 11.5412, -1.2017, 19.6266
O, 8.9327, 6.0675, 17.6459
O, 7.4411, -0.4499, 24.0534
O, -0.584, 8.3902, 17.6644
O, 22.2515, 2.074, 19.5322
O, 3.8599, 2.8771, 22.8898
O, 3.7124, -0.9466, 15.8231
O, 0.9333, 3.4852, 15.4467
O, -0.7624, 2.9132, 21.8471
O, 0.2232, 3.1353, 24.3463
O, 6.9804, -0.1334, 19.2155
O, -0.9609, 3.6903, 17.9024
O, 9.2713, 18.1979, 23.8328
O, 5.7865, -0.248, 26.1192
O, 7.8666, 2.7196, 13.4948
O, 2.4184, -5.9638, 22.141
O, 9.2493, 10.2954, 15.5823
O, 18.5344, 6.2355, 22.1778
O, -4.6401, 2.3517, 19.8691

Results
free energy: -60022.014 eV
free energy less fixed offsets of O -447.96, Si -113.29 eV per atom: -3.554 eV
gap between the highest filled and lowest empty level on this k mesh: 1.305 eV

The program warned: the cutoff lies below the one the program advises for these potential files; the forces do not sum to zero within the program's tolerance; the exchange-correlation potential is rough where the density is thin.
